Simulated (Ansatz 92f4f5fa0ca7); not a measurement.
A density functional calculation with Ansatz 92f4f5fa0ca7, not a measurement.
Periodic cell of 228 atoms, Si140O88, from a study of silicon, its oxide and their interface. The atomic structure is a simulated model.
This geometry differs little from another in the collection (a relaxation step or a small displacement).

Settings
functional: r2SCAN
potential files: Ansatz PAW
basis: plane waves
wave-function cutoff: 800 eV
density cutoff ratio: 5
exchange-correlation grid ratio: 1
k mesh: 1 x 1 x 1, shifted by 0.5 0.5 0 of a step
self-consistency stop: 1e-10 eV per atom in the density residual
occupations: fixed
spin: none
net charge: 0

Cell vectors (angstrom)
a  10.887  0  0
b  0  10.887  0
c  0  0  33.3267

Atoms: element, x, y, z (angstrom)
Si  -0.2443  0.3295  0.0984
Si  1.3647  1.5325  1.2802
Si  3.54  8.9373  1.6663
Si  11.6433  9.8588  -2.5023
Si  4.1814  -4.496  -8.4457
Si  9.9105  7.2909  -2.1968
Si  5.2349  5.9456  -0.1213
Si  9.5827  9.6539  1.5057
Si  4.0905  4.277  1.2007
Si  2.476  3.1571  -0.0985
Si  1.8341  7.3171  1.6962
Si  4.3573  8.2325  -0.3817
Si  6.6043  1.18  1.3145
Si  10.8879  2.7931  2.72
Si  8.0574  5.3938  2.7762
Si  6.8293  6.8078  1.4078
Si  -1.2861  4.3105  1.4145
Si  2.6194  0.0148  2.6322
Si  0.0031  8.2372  2.8214
Si  2.7849  5.4718  2.7929
Si  5.3119  2.713  2.5835
Si  8.1145  0.0491  2.7738
Si  5.4202  8.0992  2.8383
Si  8.1347  8.3746  0.2658
Si  1.356  4.1257  4.0963
Si  3.997  1.3724  4.0042
Si  1.3234  9.6099  4.1524
Si  4.1405  6.7294  4.2253
Si  6.7127  3.9883  4.0564
Si  9.5154  1.4091  4.0854
Si  6.7693  9.5454  4.1118
Si  9.4809  6.8059  4.0672
Si  -0.0398  0.047  5.5014
Si  2.6875  2.7186  5.4447
Si  -0.0113  5.4885  5.4254
Si  2.7273  8.1897  5.434
Si  5.3995  0.0486  5.3971
Si  8.141  2.7322  5.4301
Si  5.4642  5.3508  5.5349
Si  8.1471  8.1685  5.4575
Si  1.3505  1.378  6.8413
Si  4.0652  4.0297  6.8625
Si  1.3605  6.8292  6.7854
Si  4.0848  9.5493  6.7653
Si  6.7882  1.3593  6.7761
Si  9.5197  4.1067  6.7542
Si  6.8234  6.7784  6.831
Si  9.5119  9.5228  6.8377
Si  -0.0272  2.766  8.14
Si  2.7434  -0.0167  8.1556
Si  0.0226  8.1546  8.1793
Si  2.7035  5.4618  8.1587
Si  5.4628  2.6763  8.1951
Si  8.129  0.0108  8.1601
Si  5.426  8.1797  8.1217
Si  8.2116  5.4274  8.169
Si  1.3401  4.0993  9.5078
Si  4.1201  1.2911  9.542
Si  1.4145  9.5003  9.5197
Si  4.0719  6.8421  9.4982
Si  6.8558  4.0549  9.5122
Si  9.5026  1.4034  9.4863
Si  6.7752  9.5163  9.5004
Si  9.5799  6.7566  9.5363
Si  0.0201  0.0236  10.7445
Si  2.7257  2.701  10.7777
Si  0.0428  5.4214  10.9659
Si  2.7549  8.163  10.9635
Si  5.4589  -0.0625  10.9633
Si  8.1914  2.7243  10.9513
Si  5.479  5.4646  10.7612
Si  8.1629  8.1368  10.775
Si  1.3718  1.3375  12.125
Si  4.1141  4.0884  12.0305
Si  1.4143  6.781  12.34
Si  4.1263  9.4768  12.4093
Si  6.8393  1.3177  12.2965
Si  9.5752  4.0647  12.3657
Si  6.8271  6.7875  12.1481
Si  9.5495  9.5279  12.0114
Si  0.1021  2.6266  13.6367
Si  2.6838  0.0532  13.6094
Si  -0.0507  8.2541  13.4731
Si  4.6781  6.1594  14.8956
Si  5.4009  2.7722  13.4677
Si  7.3745  -1.8344  14.82
Si  5.5586  8.0347  13.7027
Si  9.1076  7.3514  14.7975
Si  3.9514  2.4675  22.5767
Si  6.4132  4.4579  14.7464
Si  0.8974  9.9577  14.7922
Si  1.9097  3.592  14.7983
Si  3.6249  1.8944  14.7399
Si  10.0728  0.7821  14.8005
Si  4.255  5.9957  17.2283
Si  8.172  5.5162  13.6144
Si  -0.5664  -3.7823  16.7996
Si  2.8777  5.3449  13.5663
Si  -1.7566  -4.3263  19.5937
Si  9.7899  11.1218  17.0953
Si  15.3291  -9.5625  16.8241
Si  6.8346  7.7188  23.9007
Si  6.1512  3.7271  17.6749
Si  8.2945  10.787  13.5212
Si  -10.4397  -1.5853  17.0591
Si  17.8809  -2.7316  20.9847
Si  8.2548  3.6806  19.9784
Si  2.272  26.6438  23.0627
Si  13.7936  10.6494  27.3517
Si  17.1667  9.5433  32.8472
Si  -9.3565  3.3633  24.8475
Si  1.4806  4.6244  16.8534
Si  31.1419  -4.7043  24.2185
Si  8.4079  -3.2351  28.4809
Si  0.2484  -1.0544  22.467
Si  7.921  10.216  22.7709
Si  17.7634  10.0958  16.8621
Si  -5.8462  -2.3873  18.8076
Si  17.861  2.3474  22.5523
Si  0.1457  -4.0705  21.7838
Si  13.6294  10.5399  18.8531
Si  -11.1315  6.9334  26.8371
Si  8.4859  2.4705  32.5752
Si  3.0221  16.7698  29.6667
Si  23.1941  0.4061  24.8454
Si  4.2686  3.4572  25.5927
Si  6.2697  -2.3144  30.1207
Si  11.4797  27.4708  33.0141
Si  -0.6063  12.8142  26.2804
Si  2.219  18.3826  27.1253
Si  0.1411  13.4582  18.9396
Si  14.3135  -2.3322  30.8369
Si  5.8671  16.3992  30.8693
Si  12.8491  11.7616  20.7107
Si  8.3721  15.9434  27.5988
Si  0.4933  -9.727  28.8941
Si  13.3057  13.9264  30.2156
Si  26.5249  12.8977  28.2758
Si  -2.6524  -7.3256  25.0018
Si  -3.828  14.3883  29.9328
O  0.539  -4.9642  -16.7531
O  7.718  4.3499  -7.023
O  11.5213  -0.457  -1.0129
O  16.3431  -8.5673  -11.3331
O  10.4974  16.5034  0.9824
O  -12.1558  18.9722  -5.8658
O  15.6942  4.9913  -7.8726
O  -1.9883  29.5391  -1.0531
O  -0.6397  1.7698  -5.4291
O  17.4972  -22.9399  -2.099
O  13.2396  20.6294  -2.8086
O  6.0752  2.3785  -4.1381
O  -5.1889  11.1929  -16.7001
O  13.975  1.2745  -11.4788
O  -20.5528  -16.0969  22.1478
O  20.1952  -4.2634  17.9962
O  12.4783  -1.3313  18.2341
O  2.6614  -3.7484  30.6006
O  17.1883  -1.848  17.9496
O  7.94  2.7465  31.084
O  -5.9062  24.3869  17.6529
O  4.9994  2.7184  26.8253
O  9.1946  -18.0132  33.2415
O  7.2207  -7.5933  18.7986
O  -2.0337  -8.7243  25.5601
O  18.0833  9.7117  21.4056
O  14.2187  -4.8975  23.5672
O  -0.3766  -9.631  18.147
O  2.1141  26.3939  30.0634
O  19.2039  7.8387  20.1234
O  7.5592  0.8859  22.925
O  4.2707  -8.2979  24.1971
O  18.215  8.7916  28.8966
O  11.6488  3.6501  17.9222
O  -7.6708  -10.2099  17.6724
O  7.2339  34.8654  33.5487
O  11.5302  -2.5477  21.9786
O  12.5219  1.8685  24.1421
O  16.7887  10.918  33.6842
O  9.5089  12.1018  32.6219
O  14.032  3.8196  22.1669
O  -7.9388  2.6719  31.7193
O  -2.6776  -0.0506  17.4714
O  6.8357  7.2834  22.3384
O  7.2774  -12.4808  23.9645
O  24.4909  0.0297  25.7477
O  19.0329  -6.8231  28.8524
O  13.5824  -7.3126  25.97
O  1.26  2.1943  20.0483
O  27.4341  7.8572  20.1438
O  15.4494  -5.4538  29.8767
O  9.2917  15.4498  24.2638
O  -6.2058  8.717  29.7723
O  -9.155  33.2783  28.0349
O  3.5176  13.5161  29.1129
O  1.1272  -11.6614  23.7992
O  -0.0358  21.6886  29.774
O  38.0513  -3.4665  24.558
O  18.443  -4.4438  27.8105
O  2.7439  28.1427  28.1642
O  12.4485  -3.9506  33.4131
O  -1.1366  -7.6813  19.6644
O  28.8537  14.104  23.9271
O  2.8759  5.1767  17.4853
O  0.7384  21.7999  21.3763
O  24.4021  19.9265  27.5738
O  19.1586  -5.5993  20.0747
O  3.1037  18.0504  25.8079
O  -9.8646  -19.4895  29.9235
O  -21.9662  -4.9097  31.6393
O  -3.0359  -7.86  21.3885
O  16.3486  5.1679  17.9655
O  -11.824  -16.2637  27.394
O  9.537  31.767  22.7224
O  23.1118  15.169  32.8913
O  4.3082  -10.4451  27.9158
O  15.0615  -3.4562  17.9702
O  11.1247  3.2444  25.8254
O  6.4905  28.8062  30.6441
O  25.8215  9.6763  19.2621
O  9.1083  6.9826  29.781
O  21.4005  -4.0981  25.2079
O  10.9528  22.3403  25.7245
O  -1.1609  17.5076  22.7154
O  -2.9408  17.7028  24.6509
O  10.9866  8.4119  30.7471
O  10.6129  17.4608  20.2446
O  -4.013  14.7287  16.2234

Results
free energy: -139737.660 eV
free energy less fixed offsets of O -570.45, Si -639.56 eV per atom: 0.340 eV

Forces (eV/angstrom), in the order of the atoms: element, x, y, z
Si  0.0048  -0.0021  -0.0323
Si  -0.0002  0.0024  -0.0011
Si  -0.0004  0.0124  0.0065
Si  0.0017  0.003  -0.0533
Si  -0.0045  -0.0068  -0.0138
Si  0.0022  -0.0023  -0.0666
Si  -0.0067  0.0086  0.0026
Si  -0.0026  -0.0025  0.0064
Si  0.006  0.0051  0.0032
Si  0.0004  -0.0033  -0.0393
Si  0.0006  -0.0058  -0.0186
Si  0.0007  -0.0101  -0.005
Si  -0.0033  -0.0007  -0.0187
Si  0.0007  -0.0025  -0.0025
Si  -0.0045  -0.0007  0.0065
Si  -0.0125  -0.0026  0.0041
Si  0.0063  -0.0074  -0.0242
Si  0.001  0.002  0.0007
Si  -0.0055  0.0006  -0.003
Si  0.0024  -0.0049  0.0058
Si  -0.0036  0.0029  0.0015
Si  -0.0006  -0.0009  0.0033
Si  0.0011  0.0024  -0.01
Si  0.0128  -0.0106  -0.0423
Si  -0.0045  -0.0059  0.0017
Si  0.0016  -0.0003  0.0009
Si  0.003  -0.0017  -0.0022
Si  -0.0009  0.002  -0.0064
Si  -0.0001  -0.0005  0.0008
Si  -0.0009  0.0024  0.0025
Si  -0.0021  0.0003  0.0023
Si  -0.0052  0.0023  -0.0015
Si  -0.0007  0.0003  -0.0017
Si  -0.0013  0.0006  0.0001
Si  -0.0009  -0.0037  -0.002
Si  0.0034  -0.0022  -0.0056
Si  -0.0054  -0.0036  0.0017
Si  -0.0029  -0.0036  -0.0018
Si  0.0032  -0.0037  -0.0007
Si  -0.0026  0.0024  0.0023
Si  0.0007  -0.0003  -0.0022
Si  -0.0015  -0.0004  0.0004
Si  0.0007  0.0027  -0.0009
Si  0.0014  0.001  0.0009
Si  -0.0007  0.002  -0.0008
Si  -0.001  0.0003  -0.0012
Si  -0.0018  0.0005  0
Si  -0.0019  0.0007  0.0003
Si  -0.0031  0.001  -0.0036
Si  0.0042  -0.0027  -0.0025
Si  0.0014  -0.0034  -0.0007
Si  -0.0005  0.0008  -0.0006
Si  0.0016  -0.0028  0.0005
Si  -0.002  -0.0004  -0.0008
Si  -0.0031  0.0012  0.001
Si  0.0032  -0.004  -0.0004
Si  -0.0006  0.0026  -0.0003
Si  0.0014  0.0006  -0.0031
Si  0.0029  -0.0034  -0.0012
Si  -0.0044  0.0006  0.0007
Si  0.0006  -0.003  -0.0008
Si  -0.005  0.0019  0.0044
Si  -0.0025  0.0013  0.002
Si  0.0029  0.0007  -0.0024
Si  0.0035  0.0043  -0.0013
Si  -0.0002  -0.0016  0.0018
Si  0.0017  -0.0022  0.0075
Si  0.0038  -0.0021  0.0066
Si  0.0001  0  0.0076
Si  0.0012  -0.0012  0.0087
Si  0.0003  0.0039  0.001
Si  -0.0044  -0.0044  -0.0004
Si  0.0006  0.005  0.0046
Si  0.0023  0  0.0016
Si  0.0038  0.0028  0.0076
Si  0.0011  0  -0.0001
Si  0.0036  0.0008  -0.0054
Si  0.0031  -0.0002  0.002
Si  -0.0003  -0.0007  0.0094
Si  -0.0005  0.0022  0.0041
Si  0.0024  0.0016  -0.0007
Si  -0.0046  -0.0075  -0.0079
Si  -0.0011  0.0063  0.001
Si  0.0056  -0.0019  -0.0122
Si  -0.0049  0.0041  -0.0011
Si  0.003  -0.0051  0.0042
Si  -0.0032  -0.0045  -0.0025
Si  -0.0037  0.0033  -0.0079
Si  -0.0015  0.0179  0.039
Si  0.0061  0.0005  0.0257
Si  -0.0085  0.0103  -0.009
Si  -0.0044  0.0015  -0.0014
Si  0.0031  -0.0007  0.0011
Si  -0.0006  -0.0048  -0.0121
Si  0.0032  0.0085  0.0424
Si  -0.0044  0.0018  -0.0073
Si  -0.0006  -0.019  0.0446
Si  0.0017  0.0026  -0.0017
Si  0.0091  0  0.0733
Si  0.002  0.0167  0.0275
Si  -0.0009  -0.0118  0.0485
Si  -0.0008  -0.0011  0.0209
Si  0.0129  -0.0025  0.046
Si  0.008  0.0009  -0.0051
Si  0.0324  0.0074  0.0555
Si  0.0124  0.0055  0.0485
Si  0.0029  -0.0023  0.0476
Si  -0.0037  -0.0004  0.0173
Si  -0.0027  -0.0026  -0.0342
Si  0.007  0.0046  -0.0329
Si  -0.0155  0.0059  -0.0065
Si  -0.0073  -0.0027  0.0462
Si  -0.0001  -0.0016  0.0076
Si  0.005  -0.0099  -0.0563
Si  -0.0063  -0.0129  0.0305
Si  0.0026  0.0007  0.0203
Si  -0.0136  0.0061  0.0586
Si  0.0049  0.0058  0.0395
Si  -0.004  -0.006  0.0305
Si  0.0086  -0.0064  0.0426
Si  -0.0037  0.0079  0.0399
Si  0.0144  0.0006  -0.0348
Si  -0.0048  0.0043  -0.0534
Si  -0.017  -0.0047  -0.0567
Si  -0.0007  0.0068  -0.0015
Si  -0.012  0.0047  -0.0155
Si  0.0083  -0.004  -0.0474
Si  -0.0031  -0.0028  -0.0558
Si  0.0056  0.0073  -0.0099
Si  -0.0024  0.0025  -0.0323
Si  0.0001  0.005  0.0591
Si  -0.0161  0.0017  -0.0556
Si  0.0018  0.0068  -0.0528
Si  -0.0021  -0.0068  0.0462
Si  0.0056  0.0052  -0.0445
Si  -0.0011  0.0035  -0.049
Si  -0.0064  0.0029  -0.0652
Si  -0.0052  -0.006  -0.05
Si  0.0079  -0.0009  -0.008
Si  0.0055  -0.0143  -0.0512
O  -0.0029  -0.0025  -0.0178
O  -0.0022  0.0038  0.018
O  -0.0109  0.0119  0.0424
O  0.0048  -0.0014  -0.0069
O  -0.0096  -0.0053  0.0308
O  -0.0158  0.0032  0.0259
O  -0.0039  -0.0073  0.0066
O  -0.0306  0.0151  0.0592
O  0.0052  -0.0092  0.0352
O  -0.0122  0.0019  0.0505
O  0.0126  -0.0131  0.0285
O  0.0135  0.0172  0.0285
O  0.0025  -0.0026  -0.0124
O  -0.0138  -0.0137  -0.0301
O  -0.0019  0.0084  -0.0139
O  0.0172  0.0166  -0.0453
O  -0.0287  -0.0179  -0.0395
O  0.0052  0.007  0.0254
O  -0.0002  0.0285  -0.0323
O  0.0104  -0.0101  0.0363
O  -0.0084  -0.0049  -0.0284
O  0.0044  -0.0045  0.0192
O  -0.0019  0.0076  0.0209
O  -0.0149  0.0002  -0.0329
O  0.0009  0.0002  0.0034
O  -0.0023  -0.0076  -0.0235
O  0.0076  0.0017  0.0088
O  -0.0193  -0.0302  -0.0385
O  0.0007  -0.0024  0.0194
O  0.0035  -0.0081  -0.0263
O  0.0017  0.0011  -0.0105
O  0.0011  0.0046  0.0007
O  -0.0135  -0.0007  0.0247
O  0.0188  0.0241  -0.042
O  0.0289  0.0157  -0.0425
O  -0.0094  -0.0091  0.0231
O  0.0041  0.0018  -0.0112
O  0.0071  -0.0101  0.0031
O  -0.0049  -0.0007  0.0079
O  0.001  -0.0058  0.0201
O  0.0061  -0.0045  -0.0004
O  0.0019  -0.0009  0.0454
O  0.0037  -0.0087  -0.0269
O  0.001  0.0011  -0.0225
O  0.0031  0.0001  -0.0136
O  0.0001  -0.0044  0.0127
O  -0.0212  -0.0094  0.0413
O  0.0151  -0.002  -0.0102
O  -0.0126  0.0049  -0.031
O  -0.0116  0.0041  -0.0374
O  0.0152  0.0063  0.0337
O  -0.0067  -0.0001  0.0012
O  -0.0021  0.0014  0.0359
O  -0.007  0.0017  0.0196
O  -0.0078  0.0085  0.0314
O  -0.0022  0.0003  -0.0128
O  0.006  -0.0175  0.0337
O  -0.0008  -0.0006  0.0001
O  -0.0019  0.0059  0.0231
O  0.0117  -0.0115  0.0364
O  0.003  0.0059  0.0158
O  0.0131  -0.0113  -0.0262
O  -0.0018  -0.0025  -0.0082
O  -0.0013  -0.0039  -0.0231
O  0.0155  0.0101  -0.0317
O  -0.0002  -0.001  0.0146
O  0.0059  -0.0121  -0.0215
O  -0.0011  0.0027  0.0114
O  0.0075  0.0057  0.0197
O  0.0067  -0.0045  0.0285
O  0.0066  0.0045  -0.0283
O  -0.0102  0.0076  -0.0199
O  -0.01  -0.0019  0.0126
O  -0.002  0.0013  -0.0089
O  0.0058  -0.0043  0.0218
O  0.0038  0.0035  0.0156
O  0.0022  -0.0085  -0.0254
O  0.0053  -0.0089  0.0117
O  -0.012  -0.0181  0.0199
O  0.0084  -0.0165  -0.0255
O  0.0087  -0.0036  0.043
O  -0.006  -0.0023  -0.0031
O  -0.0001  -0.0013  0.0037
O  0.005  -0.0011  -0.0147
O  0.0034  -0.0009  -0.0042
O  0.0003  -0.002  0.0155
O  -0.0203  0.0021  -0.0352
O  0.0007  0.003  -0.0308

The program warned: the cutoff lies below the one the program advises for these potential files; the forces do not sum to zero within the program's tolerance; empty levels may hold ghost states of the PAW files; the exchange-correlation potential is rough where the density is thin.
